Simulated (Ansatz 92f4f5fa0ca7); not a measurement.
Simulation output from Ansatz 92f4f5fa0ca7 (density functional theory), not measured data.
Periodic cell of 247 atoms, Si128O87H32, with a vacuum gap, from a study of silicon, its oxide and their interface. The atomic structure is a simulated model.

Settings
functional: r2SCAN
potential files: Ansatz PAW
basis: plane waves
wave-function cutoff: 800 eV
density cutoff ratio: 5
exchange-correlation grid ratio: 1
k mesh: 1 x 1 x 1, shifted by 0.5 0.5 0 of a step
self-consistency stop: 1e-11 eV per atom in the density residual
occupations: fixed
spin: none
net charge: 0
applied field: sawtooth along c, amplitude -0.015 V/angstrom in the program's sign convention, ramp centred at 0.9886 of c and 0.0228 of c wide, no dipole correction

Cell vectors (angstrom)
a, 10.88, 0, 0
b, 0, 10.88, 0
c, 0, 0, 43.8699

Atoms: element, x, y, z (angstrom)
Si, -0.0693, 10.9686, 14.3057
Si, 7.1555, 4.1966, 24.8793
Si, 2.5528, 4.3335, 27.2659
Si, 8.1344, 10.3693, 24.6094
Si, 1.8087, 9.0195, 25.5345
Si, 4.8842, 11.5389, 27.4957
Si, 6.8863, 9.4847, 27.0932
Si, 4.7368, 8.331, 24.9536
Si, 7.4233, 9.0898, 31.4971
Si, 9.5872, 11.3158, 31.6871
Si, 7.0841, 3.5058, 31.5004
Si, 10.3324, 6.6718, 31.5962
Si, 1.1343, 8.4888, 31.7666
Si, 3.9631, 11.2974, 31.4386
Si, 12.3564, 13.9644, 31.6624
Si, 4.1121, 5.9163, 31.3294
Si, 5.6586, 10.1599, 32.6994
Si, 8.3753, 12.9457, 32.8558
Si, 5.6327, 4.8042, 32.7983
Si, 8.5217, 7.5429, 32.9108
Si, 11.0123, 10.11, 33.1337
Si, 13.842, 12.7783, 33.003
Si, 11.1515, 15.6429, 32.8163
Si, 2.8969, 7.3565, 32.8094
Si, 4.3306, 8.7633, 34.0836
Si, 6.9628, 11.5555, 34.1718
Si, 4.3379, 3.3777, 34.2237
Si, 7.0632, 6.1193, 34.1321
Si, 9.6935, 8.7994, 34.4888
Si, 12.4637, 11.4883, 34.3407
Si, 9.7531, 14.2967, 34.1797
Si, 12.5109, 6.0243, 34.2825
Si, 5.6757, 7.4407, 35.495
Si, 8.2878, 10.2187, 35.6569
Si, 5.6612, 2.0079, 35.6
Si, 8.3731, 4.7372, 35.5295
Si, 11.1388, 7.3913, 35.6731
Si, 2.9899, 10.0899, 35.5451
Si, 11.0844, 12.9153, 35.5722
Si, 2.9695, 15.5595, 35.6369
Si, 6.9493, 8.782, 36.9382
Si, 9.7412, 11.5667, 36.9441
Si, 7.0511, 3.3802, 36.9242
Si, 9.7156, 6.0361, 36.9563
Si, 1.6481, 8.7909, 36.9571
Si, 4.2788, 11.4891, 36.9217
Si, 1.5613, 14.2148, 36.9609
Si, 4.3525, 6.0961, 36.917
Si, 2.6651, 8.1296, 6.9322
Si, 5.4728, 10.9338, 6.9413
Si, 2.7538, 2.7424, 6.9285
Si, 5.3933, 5.418, 6.914
Si, 8.204, 8.1942, 6.9027
Si, -0.0422, 10.8318, 6.9307
Si, 8.1348, 2.6919, 6.9488
Si, 0.0677, 5.4588, 6.9418
Si, 1.3648, 6.8062, 8.3899
Si, 4.0824, 9.508, 8.1604
Si, 1.3458, 1.3514, 8.1921
Si, 4.0799, 4.0762, 8.3724
Si, 6.807, 6.802, 8.1543
Si, 9.5122, 9.5158, 8.3824
Si, 6.8105, 12.249, 8.3832
Si, 9.5268, 4.0978, 8.19
Si, 2.7364, 5.4501, 9.7675
Si, 5.4537, 8.1583, 9.4727
Si, 2.7094, 10.8309, 9.4791
Si, 5.4509, 2.7198, 9.7649
Si, 8.1467, 5.4508, 9.4992
Si, -0.0078, 8.1514, 9.7742
Si, 8.1487, 10.8831, 9.7736
Si, -0.0129, 2.7368, 9.5111
Si, 4.2251, 6.8546, 10.9753
Si, 6.6904, 9.4511, 10.9845
Si, 4.0191, 12.1071, 10.9283
Si, 6.89, 4.1584, 11.0111
Si, -1.4617, 6.7347, 10.993
Si, 1.4578, 9.552, 11.0111
Si, 9.5783, 12.3338, 11
Si, 1.2756, 4.0388, 10.9981
Si, 3.2615, 8.5983, 12.2317
Si, 4.9188, 10.3552, 12.2735
Si, 2.2406, 2.2002, 12.0989
Si, 5.9783, 5.9114, 12.2891
Si, -3.2287, 7.7172, 12.231
Si, 0.5281, 11.4053, 12.1194
Si, 8.6546, 3.2403, 12.2794
Si, -0.522, 4.9698, 12.225
Si, 8.5371, 8.2117, 17.6067
Si, 2.2775, 10.1434, 18.621
Si, 9.2388, 8.415, 14.7832
Si, 2.8166, 7.4558, 14.2405
Si, 1.9699, 12.0476, 20.6374
Si, 1.1681, 5.3213, 19.3944
Si, 11.9007, 3.5452, 23.9094
Si, 11.3964, 12.1447, 30.456
Si, 6.117, 6.5416, 17.024
Si, 7.5185, 5.3104, 22.0369
Si, 11.6285, 6.16, 25.7373
Si, 0.0376, 5.9328, 14.2744
Si, 8.1147, 1.703, 14.923
Si, 4.8095, 7.0381, 29.2642
Si, -0.0217, 8.0767, 19.3642
Si, 5.2777, 11.252, 14.4526
Si, 4.7182, 13.0811, 30.049
Si, 2.0033, 10.2439, 30.4255
Si, 2.758, 9.4131, 28.3932
Si, 8.5657, 2.9699, 17.7464
Si, 3.9378, 2.3279, 14.7063
Si, 4.8888, 5.6654, 26.3637
Si, 5.7712, 12.3513, 24.6773
Si, 3.1665, 3.9898, 30.3567
Si, 3.4569, 13.3633, 22.8508
Si, 4.1536, 9.0008, 16.469
Si, 11.1793, 13.2898, 27.4642
Si, 3.4947, 3.6517, 20.1728
Si, 6.1732, 4.4823, 19.2443
Si, 5.1284, 5.2806, 14.413
Si, 6.986, 7.7575, 29.5819
Si, 8.4105, 9.4677, 20.307
Si, 9.3144, 4.9039, 26.8573
Si, 10.1593, 3.9973, 21.3639
Si, 6.9704, 8.3532, 22.7791
Si, -1.1961, 1.406, 20.177
Si, 10.8783, 11.6023, 25.0568
Si, 0.2216, 4.1924, 16.8168
Si, 8.3278, 5.8084, 29.6086
Si, 1.7104, 1.4587, 16.4722
O, 11.2273, 12.7782, 28.9699
O, 5.0454, 6.1405, 27.9066
O, 11.3548, 3.8231, 22.4194
O, 8.3143, 5.3006, 28.0617
O, -0.3995, 9.373, 14.38
O, 8.1707, 2.904, 13.8282
O, 5.742, 8.8553, 26.1218
O, 2.9521, 8.3927, 15.5642
O, -1.1263, 6.8838, 14.9038
O, 3.9418, 4.3502, 26.4309
O, -1.0659, 8.6335, 20.4921
O, 8.6581, 8.9763, 16.1888
O, 6.2612, 13.4118, 30.4754
O, 3.6167, 10.6031, 27.7349
O, 6.2259, 10.7252, 27.9067
O, 6.0941, 5.6848, 15.6559
O, 1.8166, 5.7203, 26.8633
O, 6.8211, 11.2237, 24.1882
O, 2.7217, 4.4548, 28.8524
O, 8.5263, 10.2347, 31.0019
O, 2.622, 3.3246, 23.944
O, 3.1661, 2.0907, 16.1267
O, 5.6433, 5.6945, 18.3098
O, 11.5569, 4.903, 24.7071
O, 1.1094, 5.1335, 17.7892
O, 7.6356, 6.917, 17.3635
O, 9.3467, 1.8717, 18.6585
O, 10.6889, 12.0106, 26.6117
O, -1.3933, 11.7527, 14.8077
O, 5.5032, 8.4693, 23.5113
O, 9.5, 11.1648, 24.3377
O, 6.8615, 11.6157, 14.6058
O, 10.2012, 3.678, 27.4024
O, 7.9535, 4.5602, 30.5926
O, 4.7509, 12.8509, 28.4235
O, 4.8153, 3.6967, 14.6433
O, 2.6722, 5.0159, 19.8999
O, 7.1119, 4.3474, 23.2724
O, 3.9083, 3.5458, 21.7276
O, 4.8874, 11.8689, 25.9281
O, 8.0516, 8.4101, 13.6826
O, 3.531, 9.4632, 17.8826
O, 0.0359, 4.322, 19.9771
O, 0.3696, 4.7585, 15.3236
O, 1.3188, 6.8953, 14.064
O, 6.6572, 5.0073, 20.7032
O, 1.7441, 13.8422, 26.9359
O, 7.9605, 2.2693, 16.4221
O, 5.2466, 7.8747, 16.8115
O, 1.7761, 11.4004, 17.7615
O, 8.1014, 10.023, 26.1867
O, 3.6899, 8.1559, 28.8561
O, 11.9958, 7.6009, 25.0831
O, 4.7663, 12.6784, 23.4698
O, 3.3252, 9.1335, 24.9367
O, 1.782, 8.9631, 27.1681
O, 7.484, 8.4428, 28.1537
O, 7.364, 3.6367, 18.5803
O, 7.2571, 6.7998, 22.5513
O, 0.7052, 2.6609, 16.7954
O, 6.621, 13.6047, 25.2005
O, -0.9023, 7.6557, 18.0759
O, 4.873, 3.5355, 19.3607
O, 8.7452, 11.0274, 20.5346
O, 8.6294, 4.3694, 25.4934
O, 2.5049, 2.4376, 19.7822
O, 2.7288, 2.5234, 13.6327
O, 3.7539, 6.1467, 14.5064
O, 11.8977, 10.3333, 24.9803
O, 8.0837, 8.9945, 23.7649
O, 0.3663, 11.9152, 20.4354
O, 1.1661, 11.3915, 15.2711
O, -1.3184, 4.1616, 17.2953
O, 4.85, 10.2195, 15.6586
O, 10.179, 6.2158, 26.4595
O, 2.4598, 12.2601, 22.1714
O, 9.8369, 6.2863, 30.0583
O, 2.6881, 10.7084, 20.081
O, 9.3184, 2.6255, 21.1813
O, 9.1065, 5.1531, 21.748
O, 4.3077, 6.8243, 25.3875
O, 1.0333, 9.1612, 18.8438
O, 7.943, 9.1879, 18.766
O, 0.8045, 6.8082, 19.897
O, 7.2074, 9.0616, 21.3247
O, 11.2813, 13.0063, 24.3651
O, 6.2855, 5.2841, 25.6793
H, 7.7769, 7.9661, 37.8706
H, 6.1284, 9.6047, 37.8706
H, 8.9312, 12.4001, 37.8766
H, 10.5718, 10.7538, 37.8766
H, 7.8835, 2.5691, 37.8566
H, 6.2306, 4.2033, 37.8566
H, 8.8935, 6.8577, 37.8888
H, 10.5418, 5.2188, 37.8888
H, 2.4781, 7.9774, 37.8895
H, 0.8319, 9.6182, 37.8895
H, 5.0903, 10.6571, 37.8541
H, 3.4454, 12.2991, 37.8541
H, 0.7366, 15.0336, 37.8933
H, 2.3689, 13.379, 37.8933
H, 3.536, 6.9231, 37.8495
H, 5.1704, 5.2704, 37.8495
H, 3.486, 7.3069, 5.9998
H, 1.8536, 8.9616, 5.9998
H, 4.6404, 11.7449, 6.0089
H, 6.2828, 10.1004, 6.0089
H, 1.9359, 3.5681, 5.996
H, 3.5742, 1.9192, 5.996
H, 6.2154, 4.5965, 5.9816
H, 4.5657, 6.234, 5.9816
H, 7.3734, 9.0071, 5.9702
H, 9.0202, 7.3669, 5.9702
H, -0.8497, 11.6676, 5.9982
H, 0.7912, 10.0218, 5.9982
H, 8.9596, 1.8731, 6.0164
H, 7.3086, 3.5093, 6.0164
H, 0.8842, 4.6317, 6.0093
H, -0.7623, 6.2723, 6.0093

Results
free energy: -131998.360 eV
free energy less fixed offsets of H -15.71, O -570.45, Si -639.56 eV per atom: -2.810 eV

Forces (eV/angstrom), in the order of the atoms: element, x, y, z
Si, 0.0017, -0.0014, -0.0462
Si, 0.0003, -0.0031, -0.0599
Si, -0.0004, 0.004, -0.0409
Si, 0.0001, -0.0095, -0.0396
Si, -0.0043, 0.0076, -0.0476
Si, 0.0061, -0.0112, -0.0543
Si, 0.002, 0.0105, -0.0509
Si, 0.0103, 0.0017, -0.0482
Si, -0.0119, -0.0295, -0.0251
Si, 0.0311, 0.0213, -0.0194
Si, 0.0049, 0.0177, -0.022
Si, -0.0282, -0.0147, -0.0173
Si, 0.0142, 0.0281, -0.0046
Si, -0.0113, 0.0005, -0.0009
Si, -0.002, -0.0224, -0.0048
Si, 0.0273, 0.0052, -0.0036
Si, -0.0019, 0.0208, 0.0131
Si, -0.0111, -0.0164, 0.0056
Si, -0.023, -0.0194, -0.0069
Si, 0.0416, 0.028, 0.0059
Si, -0.0241, -0.0251, 0.0059
Si, 0.0003, 0.0148, 0.0027
Si, 0.0309, 0.0234, 0.0107
Si, -0.0212, -0.0344, 0.0129
Si, -0.0213, 0.0132, 0.0302
Si, 0.0075, 0.0011, 0.0178
Si, -0.0152, -0.0043, 0.0222
Si, -0.0035, 0.0157, 0.0327
Si, 0.0113, -0.0097, -0.0022
Si, -0.0065, -0.0093, 0.0028
Si, 0.0149, -0.0038, 0.0241
Si, -0.0184, 0.0053, 0.014
Si, -0.0079, -0.0299, 0.2115
Si, -0.0159, 0.0155, 0.1583
Si, -0.0119, -0.0002, 0.133
Si, -0.0274, 0.0062, 0.2149
Si, 0.0018, 0.007, 0.1488
Si, 0.0358, -0.0019, 0.2104
Si, -0.0064, 0.0057, 0.222
Si, 0.0299, 0.0024, 0.1356
Si, 0.0513, 0.3092, 0.3629
Si, -0.3219, -0.0028, 0.3511
Si, -0.157, -0.1159, 0.202
Si, 0.1886, 0.1325, 0.3968
Si, -0.0555, -0.3081, 0.4401
Si, 0.2047, 0.092, 0.2106
Si, 0.178, 0.1106, 0.3954
Si, -0.0957, -0.1907, 0.1607
Si, 0.2172, 0.0653, -0.4424
Si, -0.0705, -0.2112, -0.3841
Si, -0.117, -0.1106, -0.2437
Si, 0.1115, 0, -0.31
Si, -0.0952, -0.149, -0.2617
Si, 0.0944, 0.247, -0.3093
Si, 0.1048, 0.1346, -0.3903
Si, -0.2273, 0.025, -0.3619
Si, 0.0177, -0.025, -0.1952
Si, -0.01, 0.0037, -0.134
Si, -0.0162, 0.0029, -0.1397
Si, -0.0013, -0.0045, -0.2007
Si, 0.0071, 0.001, -0.1542
Si, -0.0053, -0.0075, -0.2132
Si, -0.0125, 0.0051, -0.2083
Si, -0.0008, -0.0083, -0.1507
Si, -0.0014, -0.0063, -0.0405
Si, -0.0213, -0.0207, -0.0011
Si, 0.0132, 0.0086, 0.0061
Si, -0.0129, -0.0107, -0.0401
Si, -0.0095, 0.0037, -0.0099
Si, 0.0177, 0.0128, -0.0461
Si, 0.008, 0.002, -0.0453
Si, 0.0226, 0.0205, 0.0038
Si, 0.0279, 0.0353, -0.0091
Si, -0.0423, -0.023, -0.0118
Si, -0.0329, -0.0324, -0.0076
Si, 0.031, 0.0272, -0.0081
Si, -0.0329, -0.0339, -0.0081
Si, 0.038, 0.0404, -0.0088
Si, 0.0303, 0.0343, -0.0053
Si, -0.0356, -0.0378, -0.0042
Si, -0.0071, -0.0111, 0.0101
Si, 0.0024, 0.0158, 0.013
Si, -0.0007, 0.0099, -0.0098
Si, -0.0094, -0.0045, 0.0028
Si, 0.0109, 0.0077, -0.0138
Si, -0.008, -0.007, 0.0091
Si, -0.0027, -0.0095, -0.0113
Si, 0.0192, 0.0051, 0.0075
Si, 0.003, -0.0076, -0.0619
Si, 0.0141, 0.0009, -0.0619
Si, 0.002, -0.0079, -0.0408
Si, 0.0024, 0.0071, -0.0396
Si, -0.0047, -0.015, -0.0615
Si, -0.0001, 0.0036, -0.0518
Si, 0.0047, -0.0032, -0.0626
Si, -0.0189, 0.021, -0.0239
Si, -0.0063, 0.0031, -0.0494
Si, -0.0017, -0.0071, -0.062
Si, -0.003, -0.0107, -0.0411
Si, -0.0032, -0.0024, -0.0356
Si, 0.0023, -0.0067, -0.0474
Si, -0.0005, -0.0076, -0.0282
Si, 0.0001, 0.0032, -0.0479
Si, -0.0019, 0.0049, -0.0296
Si, 0.0122, -0.0118, -0.0298
Si, 0.0063, -0.0127, -0.008
Si, 0.0054, -0.0039, -0.0457
Si, 0.0027, -0.0039, -0.057
Si, 0.0004, -0.0067, -0.0378
Si, 0.0058, -0.0033, -0.0465
Si, 0.0005, 0.0084, -0.0544
Si, -0.025, 0.0086, -0.0181
Si, -0.0097, 0.005, -0.0574
Si, -0.0033, 0.0125, -0.0542
Si, 0.0004, -0.0062, -0.0435
Si, -0.0036, 0.0061, -0.0482
Si, 0.005, 0.0046, -0.0627
Si, -0.0094, -0.0018, -0.0369
Si, 0.0041, 0.0105, -0.0206
Si, 0.0099, -0.0006, -0.0564
Si, 0.0032, -0.0044, -0.0513
Si, 0.0014, -0.0077, -0.0591
Si, 0.0106, -0.0049, -0.055
Si, -0.0037, -0.0003, -0.0519
Si, -0.0022, 0.0079, -0.0402
Si, 0.009, 0.001, -0.0607
Si, 0.0026, -0.0038, -0.0359
Si, 0.0078, 0.0066, -0.0535
O, 0.0077, -0.0116, 0.0391
O, 0.0037, 0.017, 0.0409
O, 0.0119, -0.0072, 0.0413
O, -0.0048, 0.0093, 0.0358
O, -0.0137, -0.01, 0.0156
O, -0.0129, -0.0047, 0.0278
O, 0.0085, 0.007, 0.0266
O, 0.0117, 0.0069, 0.0351
O, -0.0054, 0.0118, 0.0228
O, -0.0088, -0.005, 0.0156
O, -0.0086, 0.0002, 0.0278
O, -0.0008, -0.0001, 0.0353
O, 0.004, -0.0066, 0.0203
O, -0.003, -0.004, 0.0195
O, -0.0011, 0.0007, 0.0158
O, 0.0024, 0.0125, 0.037
O, 0.0081, -0.005, 0.0252
O, -0.0038, 0.0051, 0.0177
O, 0.0076, -0.0061, 0.056
O, -0.015, 0.0024, 0.0298
O, -0.0104, 0.0061, 0.0269
O, -0.0183, -0.0063, 0.0281
O, 0.004, -0.0131, 0.0328
O, -0.0009, 0.017, 0.0238
O, 0.009, 0.007, 0.0365
O, 0.004, 0.0045, 0.0162
O, 0.0065, -0.0056, 0.0327
O, 0.0074, 0.0126, 0.0272
O, -0.0074, 0.0104, 0.0225
O, -0.0155, -0.0033, 0.037
O, 0.0078, 0.0011, 0.0172
O, 0.0217, 0.008, 0.0091
O, 0.0039, -0.0056, 0.0146
O, 0.001, -0.0039, 0.0202
O, -0.0087, 0.0098, 0.0395
O, -0.0001, 0.0047, 0.0086
O, 0.0051, -0.009, 0.0199
O, -0.0005, -0.0108, 0.0406
O, 0.0075, -0.0089, 0.0383
O, -0.0103, -0.0081, 0.0404
O, 0.0107, 0.0133, 0.0224
O, -0.0125, 0.0058, 0.0296
O, -0.0111, -0.006, 0.0343
O, -0.0007, -0.0112, 0.0452
O, -0.0052, 0.0006, 0.0042
O, 0.0092, 0.0064, 0.0446
O, 0.0001, 0.0033, 0.0237
O, 0.0054, 0.0134, 0.0433
O, 0.0118, -0.0046, 0.0193
O, 0.005, -0.01, 0.0339
O, -0.0106, -0.0048, 0.0294
O, 0.0033, -0.0099, 0.0236
O, 0.0023, -0.0001, 0.0212
O, 0.0183, -0.0112, 0.03
O, -0.0033, 0.0027, 0.0146
O, 0.0071, 0.0072, 0.033
O, -0.0113, -0.022, 0.0361
O, -0.0156, 0.0076, 0.0226
O, -0.0025, 0.0115, 0.0224
O, -0.0005, 0.0041, 0.0203
O, -0.0016, -0.0016, 0.0135
O, 0.0097, 0.0068, 0.0261
O, -0.009, -0.0034, 0.0209
O, -0.0027, -0.0005, 0.013
O, 0.0089, -0.0008, 0.025
O, 0.0028, 0.0035, 0.0256
O, 0.0074, 0.011, 0.0359
O, 0.0014, -0.0046, 0.0136
O, 0.0006, -0.0073, 0.017
O, 0.0056, 0.0086, 0.0271
O, 0.0053, 0.0083, 0.0188
O, 0.0092, 0.0136, 0.0285
O, -0.0049, -0.0014, 0.0168
O, -0.0111, -0.0195, 0.0355
O, -0.0058, -0.0037, 0.013
O, 0.0097, 0.0098, 0.0336
O, 0.0081, 0.0035, 0.0175
O, -0.0024, 0.0124, 0.0293
O, -0.0019, 0.0158, 0.0265
O, -0.0113, 0.0059, 0.0219
O, 0.0065, -0.011, 0.0182
O, -0.0141, -0.0092, 0.015
O, 0.0042, 0.0096, 0.036
O, 0.0009, 0.0001, 0.0134
O, -0.0113, -0.0057, 0.0383
O, -0.0055, -0.0122, 0.0224
O, -0.0137, 0.007, 0.0236
H, -0.2242, 0.2353, -0.3046
H, 0.2026, -0.517, -0.188
H, 0.4226, -0.3348, -0.1672
H, -0.2162, 0.1793, -0.3225
H, -0.287, 0.373, -0.2875
H, 0.3066, -0.3077, -0.261
H, 0.252, -0.2391, -0.2662
H, -0.4584, 0.1895, -0.235
H, -0.3557, 0.3686, -0.1778
H, 0.2689, -0.1431, -0.3051
H, -0.2618, 0.4191, -0.238
H, 0.2133, -0.3407, -0.3105
H, 0.3681, -0.2556, -0.26
H, -0.3548, 0.2457, -0.235
H, 0.351, -0.2842, -0.2908
H, -0.2368, 0.3949, -0.2527
H, -0.4287, 0.1851, 0.2421
H, 0.2272, -0.4291, 0.2668
H, 0.4375, -0.224, 0.2683
H, -0.1543, 0.3957, 0.2621
H, 0.4045, -0.2556, 0.2642
H, -0.2574, 0.3914, 0.2733
H, -0.3752, 0.1858, 0.2499
H, 0.2086, -0.3861, 0.2812
H, 0.3754, -0.1735, 0.2665
H, -0.1441, 0.3896, 0.2627
H, 0.1793, -0.4131, 0.2573
H, -0.4251, 0.219, 0.2849
H, -0.3756, 0.2295, 0.2619
H, 0.1947, -0.3669, 0.2676
H, -0.2379, 0.4217, 0.2891
H, 0.3853, -0.1549, 0.2546

The program warned: the cutoff lies below the one the program advises for these potential files; the forces do not sum to zero within the program's tolerance; empty levels may hold ghost states of the PAW files; the exchange-correlation potential is rough where the density is thin.
